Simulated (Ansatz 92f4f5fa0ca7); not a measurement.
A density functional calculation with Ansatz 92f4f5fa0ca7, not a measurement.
Periodic cell of 264 atoms, Si152O112, from a study of silicon, its oxide and their interface. The atomic structure is a simulated model.
This geometry differs little from another in the collection (a relaxation step or a small displacement).

Settings
functional: r2SCAN
potential files: Ansatz PAW
basis: plane waves
wave-function cutoff: 800 eV
density cutoff ratio: 5
exchange-correlation grid ratio: 1
k mesh: 1 x 1 x 1, shifted by 0.5 0.5 0 of a step
self-consistency stop: 1e-10 eV per atom in the density residual
occupations: fixed
spin: none
net charge: 0

Cell vectors (angstrom)
a	10.887	0	0
b	0	10.887	0
c	0	0	37.4889

Atoms and the computed forces on them: element, x, y, z (angstrom), force x, y, z (eV/angstrom)
Si	0.4483	-0.0157	0.1084	-0.0297	-0.042	0.1902
Si	3.1952	2.5591	0.1556	-0.0057	0.0043	0.1661
Si	-0.2659	5.4538	-0.0607	0.0441	0.0537	0.1883
Si	2.4787	8.5388	0.0925	-0.0037	-0.0046	0.2176
Si	5.2927	0.279	-0.0195	-0.0031	-0.0122	0.1918
Si	7.8611	3.0709	0.1903	-0.017	-0.0153	0.1707
Si	5.7092	5.2944	0.0219	0.0479	0.0128	0.2188
Si	8.5914	7.8678	-0.0944	-0.0124	0.0144	0.2168
Si	1.5778	1.4421	1.4867	-0.0236	-0.0252	0.0189
Si	4.2594	4.1294	1.4702	0.0047	-0.0104	0.0118
Si	1.3423	6.7712	1.1984	0.0017	0.0232	-0.0079
Si	4.1134	9.6305	1.3692	-0.0298	-0.0195	0.0132
Si	6.78	1.4048	1.4092	-0.0053	0.0118	0.0035
Si	9.4794	4.1444	1.4813	-0.0119	-0.0019	0.015
Si	6.9292	6.8562	1.2924	0.0037	-0.0097	-0.0027
Si	9.6552	9.5633	1.2079	0.0049	0.0024	-0.0053
Si	0.0455	2.7527	2.7119	-0.0006	-0.0089	0.0284
Si	2.8347	0.0457	2.8559	0.0038	0.0124	0.0425
Si	0.0461	8.1671	2.6564	0.0154	0.0127	0.0397
Si	2.7368	5.4845	2.6434	0.0221	-0.0168	0.0175
Si	5.5138	2.7428	2.8631	0.0035	0.0325	0.0749
Si	8.2273	-0.015	2.617	-0.0058	0.0137	0.0096
Si	5.5037	8.2023	2.6299	-0.0144	-0.0082	0.0255
Si	8.1658	5.5227	2.8139	0.005	-0.0222	0.0424
Si	1.3874	4.133	4.0585	-0.0016	0.0044	-0.0132
Si	4.1387	1.4074	4.2061	-0.0162	-0.0084	-0.017
Si	1.4005	9.5136	4.0735	0.0426	-0.0002	-0.0317
Si	4.1145	6.8377	4.0112	0.0335	-0.0109	-0.0191
Si	6.8588	4.1175	4.1706	0.0069	-0.0124	-0.0052
Si	9.5652	1.3476	4.0325	0.0071	-0.0026	-0.0033
Si	6.8502	9.546	4.0265	-0.023	0.0275	-0.031
Si	9.5635	6.8779	4.0997	-0.0327	-0.0022	-0.0326
Si	0.0154	-0.0121	5.4219	0.0075	-0.0156	0.0006
Si	2.7081	2.7631	5.4687	0.0095	-0.0302	0.0168
Si	0.0198	5.4725	5.4321	-0.0039	0.0089	0.0115
Si	2.7622	8.1647	5.4305	-0.0037	0.0155	-0.0016
Si	5.5049	-0.0079	5.4573	-0.0067	0.0197	0.0164
Si	8.2218	2.7058	5.4514	-0.0159	0.0111	0.0181
Si	5.4293	5.4698	5.4429	-0.0037	-0.0159	0.0083
Si	8.1686	8.1985	5.445	-0.0017	-0.017	0.0113
Si	1.3508	1.3643	6.8029	0.0124	0.0174	0.0104
Si	4.0746	4.1075	6.8165	-0.0117	0.0089	-0.0005
Si	1.3804	6.8137	6.7942	0.0026	-0.0002	-0.0015
Si	4.1081	9.5319	6.8037	0.0232	0.0125	0.0037
Si	6.8334	1.3569	6.8159	-0.0116	-0.0253	-0.0029
Si	9.5549	4.0906	6.8013	0.0008	-0.0148	0.0129
Si	6.8001	6.8174	6.8022	-0.0033	0.0046	0.0066
Si	9.5298	9.5407	6.804	0.0002	0.0012	0.0023
Si	-0.0093	2.7177	8.1756	-0.0012	-0.0044	0.0043
Si	2.7199	-0.0023	8.1616	-0.0033	-0.0178	-0.002
Si	-0.0126	8.1504	8.1515	0.0074	-0.0047	-0.0017
Si	2.7016	5.4438	8.1695	0.0056	-0.0146	0.0035
Si	5.4221	2.7042	8.1519	0.0022	-0.003	0.004
Si	8.1666	-0.011	8.1753	-0.0035	0.0129	0.0038
Si	5.4371	8.1604	8.1765	-0.013	-0.0082	-0.005
Si	8.151	5.4254	8.1588	-0.0109	-0.0073	-0.0027
Si	1.3472	4.078	9.5314	-0.0037	0.0129	0.0113
Si	4.0563	1.363	9.5485	-0.0041	-0.0019	-0.0137
Si	1.3338	9.5166	9.507	0.0029	0.0136	-0.0104
Si	4.0408	6.8081	9.5173	0.0014	-0.0148	-0.0052
Si	6.7703	4.0528	9.5137	-0.0168	-0.0019	-0.0095
Si	9.4872	1.3688	9.5249	0.0178	-0.0089	-0.0015
Si	6.8221	9.4919	9.5315	-0.0221	0.0163	-0.0093
Si	9.5217	6.773	9.5285	-0.0051	-0.0117	-0.0076
Si	-0.0502	-0.0124	10.8484	0.0047	0.0112	-0.0099
Si	2.6601	2.7226	10.9259	0.0115	-0.0068	-0.0163
Si	-0.0274	5.3975	10.9162	0.0127	-0.0384	-0.0265
Si	2.6382	8.1207	10.886	0.0149	0.0088	0.0043
Si	5.4415	-0.0365	10.8566	-0.0001	-0.0118	-0.0218
Si	8.1114	2.6968	10.9066	-0.0144	-0.005	0.0162
Si	5.3783	5.4113	10.8413	-0.009	0.0096	-0.0188
Si	8.1652	8.1112	10.9118	0.0148	0.0004	-0.0102
Si	1.2238	1.3613	12.2426	0.0565	-0.0169	0.0103
Si	4.0073	4.1273	12.266	-0.0096	-0.0316	-0.002
Si	1.2819	6.7649	12.3165	0.0224	0.0195	0.0377
Si	4.0469	9.4831	12.154	-0.0293	-0.0239	-0.0119
Si	6.7747	1.2937	12.2681	-0.0111	-0.005	0.0272
Si	9.4863	4.0352	12.2763	0.0148	0.0281	0.0396
Si	6.7697	6.6924	12.2016	-0.005	-0.0009	0.021
Si	9.5495	9.494	12.247	-0.018	-0.0297	0.0038
Si	-0.1814	2.621	13.7266	0.0078	-0.0239	-0.0334
Si	2.6483	-0.0322	13.4367	0.019	0.0087	-0.024
Si	-0.0563	8.1468	13.7044	0.0106	0.0166	-0.0433
Si	2.6194	5.4252	13.7287	0.0127	-0.0107	-0.044
Si	5.3747	2.7164	13.5303	-0.0145	0.0048	-0.0193
Si	8.1665	-0.1074	13.6256	-0.0432	-0.0083	-0.0286
Si	5.3551	8.0379	13.4702	0.0405	0.0417	-0.0237
Si	8.1164	5.3729	13.6343	-0.0071	0.0301	-0.0368
Si	1.1583	4.0377	15.0503	0.0025	0.0028	0.0415
Si	3.8863	1.4112	14.7649	-0.0299	-0.02	-0.0151
Si	1.4856	9.4942	14.9277	-0.0244	0.0063	-0.0161
Si	4.0815	6.8059	15.0159	-0.0595	-0.0607	0.0091
Si	6.8378	3.8593	14.9522	-0.0347	0.013	-0.0159
Si	9.3945	1.1603	15.2044	0.0487	-0.0132	0.039
Si	6.6819	9.4007	14.8021	-0.0173	0.0547	-0.0037
Si	9.2415	6.9383	15.0385	0.0443	-0.0329	-0.0139
Si	0.3065	0.029	16.3224	-0.0439	0.0252	-0.1954
Si	2.3404	2.3891	16.2594	-0.033	0.0083	-0.2103
Si	-0.1611	5.6445	16.2094	0.0459	0.0036	-0.1321
Si	3.2402	8.6599	16.3298	0.0027	-0.0754	-0.1375
Si	5.2975	-0.0101	15.8796	-0.0441	0.005	-0.15
Si	7.5691	2.0916	16.484	0.0512	-0.0369	-0.2784
Si	5.6598	5.4405	16.1219	0.0008	0.0373	-0.1634
Si	7.4825	7.9491	16.4951	-0.024	-0.0032	-0.1724
Si	-1.4129	15.2741	21.1457	-0.0413	0.0328	-0.2807
Si	2.1013	6.4224	33.5945	0.0275	-0.0161	0.2578
Si	-27.3942	18.8631	31.6223	-0.0451	0.0025	0.2077
Si	-11.7445	2.0956	32.6962	-0.0021	-0.0625	0.2498
Si	1.9111	6.7726	17.8825	0.0334	0.0354	-0.1811
Si	-8.7747	-4.0151	23.3104	-0.0379	-0.0017	-0.1879
Si	-4.4597	2.8299	29.7553	0.0293	0.0551	0.1214
Si	16.5725	0.6426	20.4328	0.0788	0.0407	-0.2218
Si	-2.309	-0.565	24.8552	0.0072	-0.0125	-0.191
Si	-17.9233	8.7413	24.9428	-0.0101	-0.0093	-0.1267
Si	-9.3725	8.5782	30.2091	-0.0277	-0.0031	0.2124
Si	21.1808	-15.4876	18.9453	0.0143	0.0186	-0.2643
Si	-6.0513	11.0639	23.1867	0.0168	-0.0112	-0.2252
Si	3.8197	13.0782	24.9181	0.0085	0.0093	-0.1167
Si	-13.2725	9.3371	22.0802	0.0593	-0.0484	-0.2766
Si	-6.4219	4.8052	23.3166	-0.0092	-0.0513	-0.2315
Si	-21.4789	-13.2713	21.6733	-0.0645	0.0163	-0.2198
Si	-0.2331	10.9344	22.873	0.0267	-0.0846	-0.194
Si	14.6318	-6.6019	18.1022	0.0016	0.0123	-0.2579
Si	-9.713	6.0658	26.1104	0.0179	0.0113	-0.1218
Si	-5.6113	19.8203	28.6639	-0.0015	0.0003	0.1292
Si	-19.7039	12.7522	32.932	-0.123	0.0764	0.1975
Si	-7.3932	10.2814	32.0486	-0.0377	-0.0169	0.1771
Si	7.8318	-2.7025	26.8605	-0.0094	-0.0057	-0.0297
Si	-12.089	12.4749	35.5789	0.0088	-0.0257	0.2253
Si	9.6934	4.472	26.2761	-0.0223	0.0144	-0.066
Si	-0.6822	-1.5995	18.8867	-0.0567	-0.0087	-0.2476
Si	1.3603	3.2964	25.6859	0.0131	-0.0072	-0.1334
Si	-24.9987	2.6471	19.627	-0.017	-0.0562	-0.3139
Si	-25.293	9.5509	19.3008	0.0492	-0.0288	-0.3401
Si	-7.1589	3.1733	30.5385	-0.0746	-0.0012	0.1564
Si	-4.0381	26.4623	27.6031	-0.0131	0.0231	0.0446
Si	15.929	3.507	20.5061	0.0163	-0.0357	-0.2913
Si	-2.4282	6.5159	29.1681	0.0178	-0.0224	0.1657
Si	-15.1654	12.5853	24.7628	-0.0078	-0.002	-0.1197
Si	4.7142	22.5145	29.6042	-0.0586	0.0229	0.1256
Si	-2.4206	3.8077	23.7357	0.0081	0.0096	-0.2109
Si	-23.8503	-6.5958	30.9063	0.0454	-0.014	0.2088
Si	-18.777	16.8741	30.8512	-0.0113	-0.0348	0.1849
Si	5.8969	-4.462	25.3678	-0.0273	-0.0307	-0.0758
Si	8.7968	-0.3531	33.6026	-0.0483	0.0042	0.2248
Si	-11.1819	8.1914	32.5691	-0.0269	0.0614	0.2065
Si	0.14	13.7427	22.9581	-0.0299	0.008	-0.2213
Si	-9.3664	-6.9503	35.3897	-0.0224	0.0015	0.2763
Si	-15.0413	-1.5656	35.2834	-0.0172	-0.0052	0.2722
Si	7.9868	6.8607	31.916	0.0414	0.0336	0.1876
Si	-19.1461	8.4563	27.5501	-0.0158	0.0189	0.0445
Si	-17.3997	18.1173	35.3995	0.0699	0.0141	0.279
O	0.0902	-13.3485	-6.4952	0.0249	0.0009	-0.1353
O	-1.4617	5.297	-7.7386	0.0268	0.0313	-0.1089
O	-2.2894	2.3743	-1.0639	0.0434	-0.0349	-0.1576
O	2.3412	-1.3022	-6.3285	-0.0159	-0.0046	-0.0959
O	-2.9588	8.5655	-1.4076	-0.0456	0.0469	-0.1705
O	-9.8829	7.6227	-4.0974	-0.017	0.0316	-0.0858
O	-8.0487	11.3065	-4.3396	0.043	-0.0595	-0.0787
O	-0.3193	5.7722	-10.8245	-0.0068	0.0071	0.0456
O	-10.2935	23.1543	-14.9833	-0.017	0.013	0.0695
O	2.2098	-5.2723	-5.2755	0.0078	-0.0205	-0.1389
O	-1.2817	6.6554	-0.6141	0.0042	0.0035	-0.0473
O	6.0815	10.5304	-1.3157	0.064	-0.0483	-0.168
O	-5.9259	-0.2128	-15.8686	-0.0432	-0.0331	0.1924
O	-20.1326	9.1394	-8.8122	0.0096	0.0351	-0.0974
O	-22.6365	2.4948	-3.208	-0.0132	0.0332	-0.1713
O	-14.627	3.1871	-13.0693	-0.0234	-0.0117	0.0536
O	-0.79	5.2484	17.6993	-0.0321	0.0108	0.1341
O	-5.8881	3.9999	22.0249	-0.0203	0.068	0.2367
O	-3.1622	0.7206	25.3779	0.0177	0.0108	0.0607
O	-5.7285	-17.2419	17.3827	-0.074	-0.0463	0.1078
O	-9.5999	23.0311	16.7855	0.0059	0.0189	0.0782
O	-1.1676	7.7557	18.5487	-0.0006	-0.0199	0.0532
O	-13.414	15.1444	27.1527	0.0331	-0.0104	0.0238
O	4.4436	9.0539	32.5423	0.0071	0.0154	-0.0667
O	1.2369	18.1209	21.9907	0.0625	-0.0478	0.1012
O	10.0581	10.8114	24.387	-0.025	0.0243	0.1359
O	5.2367	12.6757	25.643	-0.0042	0.0163	0.0785
O	7.8977	2.4481	18.0357	0.0079	0.0338	0.2639
O	6.6914	6.548	16.719	0.0608	-0.0364	0.0534
O	3.098	2.8993	17.6086	0.0338	0.0222	0.1527
O	18.1416	-2.2959	17.9954	-0.0262	0.0425	0.1797
O	4.3199	9.8348	16.7205	-0.0283	0.0024	0.0554
O	-9.111	2.7797	34.2543	0.0644	-0.0728	-0.161
O	-12.2632	-8.2979	23.4967	-0.0412	-0.0052	0.1004
O	9.5988	5.7314	20.2729	-0.0417	-0.0426	0.1628
O	3.9195	-6.5632	19.692	0.0475	-0.017	0.2036
O	-2.547	15.4573	22.3084	-0.0544	-0.0192	0.1534
O	-2.2152	-1.5441	26.1294	0.0148	-0.036	0.0842
O	12.0186	-7.475	24.0791	0.0379	0.0334	0.1215
O	2.905	19.085	23.7668	0.0391	0.0391	0.0779
O	1.0063	-4.3834	19.1867	-0.0367	0.0053	0.178
O	-4.8752	10.457	19.2462	-0.0417	0.0198	0.105
O	13.7047	5.4905	17.6373	0.0058	-0.0234	0.0283
O	-2.9948	5.2417	31.8525	-0.0086	-0.0432	-0.0631
O	1.8597	7.1592	27.0211	0.0114	-0.0037	0.0181
O	10.7334	3.1887	26.3248	-0.0128	-0.0063	0.0432
O	13.6428	8.1376	17.8258	-0.019	0.0031	0.0765
O	-13.8573	14.05	30.2075	-0.0552	-0.0347	-0.073
O	-10.5725	-1.7874	20.15	0.0766	-0.007	0.1427
O	6.3516	11.8784	16.6649	0.0404	0.0303	0.1004
O	-16.1014	5.7332	23.9117	0.0611	0.0536	0.0596
O	-6.183	12.8124	20.2431	-0.0365	-0.0236	0.0822
O	-1.045	3.437	31.8114	-0.0442	0.0781	-0.1298
O	4.8145	-11.954	24.2195	0.0113	-0.0612	0.0887
O	0.0482	-0.896	17.6444	0.0139	-0.0557	0.1718
O	-2.671	-3.4106	30.4323	0.0046	0.0127	-0.1245
O	-1.7166	4.8012	24.7772	0.0124	0.0373	0.0907
O	-7.2645	1.1648	23.6536	-0.0297	0.0369	0.071
O	7.1715	1.3567	20.5066	-0.0007	-0.0135	0.112
O	-12.7091	11.0783	35.0944	-0.012	-0.0188	-0.1041
O	-16.1983	8.2331	35.0618	-0.0156	-0.0103	-0.1459
O	-26.9951	-2.2134	30.2099	0.0235	0.041	-0.1163
O	-7.6305	18.8414	36.295	0.0411	-0.0538	-0.1827
O	-7.2072	12.8879	29.387	0.007	-0.0354	-0.0621
O	-12.1502	19.0332	22.0313	-0.0249	-0.0011	0.1004
O	-25.2248	-1.8376	20.8784	-0.004	-0.0263	0.1969
O	-10.0969	-1.1796	22.6323	0.0407	0.0573	0.091
O	11.8265	-4.0586	16.5827	0.0167	0.0451	0.0297
O	-12.9265	-3.4539	27.8963	0.0266	0.0376	-0.0449
O	-5.0199	5.2206	26.4483	-0.0316	-0.0027	0.0055
O	12.0204	17.3576	24.5387	-0.0272	-0.0221	0.1047
O	12.8838	15.5626	26.2337	0.0226	-0.0012	0.0395
O	-23.3278	7.1803	32.7537	-0.0263	-0.041	-0.0778
O	-28.0298	10.4317	28.5405	-0.0081	-0.0118	-0.0599
O	-3.5474	-1.053	33.8419	0.0287	0.0001	-0.1481
O	-10.864	3.9804	21.7954	0.0708	-0.0384	0.139
O	-9.2214	-5.4968	34.7314	0.0137	0.069	-0.129
O	4.0102	14.5899	24.3918	-0.025	-0.0228	0.091
O	9.0706	-7.7342	20.1947	0.0861	0.0398	0.1257
O	-27.9498	7.5036	25.5341	0.0049	-0.0018	0.047
O	-18.8433	2.7279	31.8718	0.0751	0.0352	-0.1269
O	-19.6682	7.0755	30.0797	-0.0157	0.0181	-0.109
O	-1.5093	10.7112	21.87	0.0002	0.0585	0.0992
O	5.3246	-7.5163	30.8297	0.0445	0.0019	-0.0355
O	-12.9088	-0.7038	19.1145	0.0083	0.0238	0.0837
O	-7.875	-1.554	26.2167	-0.0226	0.0416	0.0392
O	-4.329	8.7591	27.6988	0.0129	0.0224	-0.0332
O	-8.3879	2.1487	25.8766	-0.0183	0.0008	0.0655
O	-5.9166	-4.9522	36.1897	-0.0614	0.04	-0.1678
O	-6.6952	12.3004	36.9849	-0.0097	-0.0069	-0.0654
O	-15.1824	7.4856	32.4275	-0.0131	-0.0057	-0.0559
O	-21.6886	1.1053	36.4361	-0.0252	0.0799	-0.1512
O	-14.479	18.0808	25.6763	0.0224	0.0105	0.0264
O	-18.6196	15.4904	30.0308	0.0063	0.0054	-0.0807
O	-4.7571	-18.3339	28.2879	-0.0085	-0.0018	-0.102
O	-2.9967	9.5125	23.5842	-0.0621	0.0341	0.1632
O	-18.1787	-4.0096	34.0313	-0.0505	0.0062	-0.1886
O	0.6034	1.5037	32.329	0.0388	-0.0215	-0.0643
O	-4.3715	-7.1149	19.8788	-0.0557	0.0541	0.1089
O	-6.8562	7.9924	28.2416	0.0054	-0.0428	-0.0433
O	-2.001	0.9218	32.5677	-0.0087	0.0368	-0.1054
O	1.4335	9.6855	37.0148	0.013	-0.002	-0.0692
O	-15.5228	23.0168	29.5917	0.0272	-0.0247	-0.0438
O	-18.5935	16.6026	22.943	0.0125	-0.002	0.0616
O	-4.0883	4.1539	37.0374	0.008	-0.0041	-0.0669
O	4.4349	0.2863	31.1168	0.0404	0.0327	-0.0834
O	-11.7488	9.5661	33.2008	0.0611	-0.0627	-0.0935
O	0.1809	15.1764	36.3148	0.0352	-0.0911	-0.1303
O	-6.4764	6.6571	31.2443	0.0203	-0.0167	-0.062
O	-14.7328	16.7162	28.7463	-0.0362	-0.0083	-0.0374
O	-15.5763	1.0402	23.348	0.0318	0.0206	0.0583
O	-8.2458	14.4255	36.4723	-0.0522	0.0501	-0.1709

Results
free energy: -161100.598 eV
free energy less fixed offsets of O -570.45, Si -639.56 eV per atom: 2.922 eV

The program warned: the cutoff lies below the one the program advises for these potential files; the forces do not sum to zero within the program's tolerance; empty levels may hold ghost states of the PAW files; the exchange-correlation potential is rough where the density is thin.
